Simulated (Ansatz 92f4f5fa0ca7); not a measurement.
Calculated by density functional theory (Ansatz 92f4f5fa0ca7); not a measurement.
Periodic cell of 273 atoms, Si166O106As1, from a study of silicon, its oxide and their interface. The atomic structure is a simulated model.
Doubt: the cutoff is far below the 930 eV that the study's wrapper takes by default for these files, so forces and energies are approximate.
This geometry differs little from another in the collection (a relaxation step or a small displacement).

Settings
functional: PBE
potential files: Ansatz PAW
basis: plane waves
wave-function cutoff: 580 eV
density cutoff ratio: 5
exchange-correlation grid ratio: 1
k mesh: 1 x 1 x 1, Gamma-centred
self-consistency stop: 5e-08 eV per atom in the density residual
occupations: fixed
spin: none
net charge: +1 e, with a uniform compensating background and no finite-size correction

Cell vectors (angstrom)
a 11.6015 0 0
b 0 13.3963 0
c 0 0 29.8085

Atoms and the computed forces on them: element, x, y, z (angstrom), force x, y, z (eV/angstrom)
Si 11.5519 0.1789 22.8881 0.0015 -0.0016 0.0133
Si 3.9205 0.1536 23.0098 -0.0005 -0.0012 0.0116
Si 7.6657 0.1195 23.1275 0.0026 -0.0013 0.0085
Si 2.0723 3.4569 22.8694 -0.0011 0.0037 0.012
Si 5.9058 3.692 22.986 -0.0002 0.0002 0.0117
Si 9.7604 3.5349 23.0129 0.001 0.0023 0.0103
Si 11.6637 6.8576 23.0515 0.0014 -0.0016 0.01
Si 3.9579 7.0402 23.1818 0.0011 -0.0007 0.0067
Si 7.7966 6.8892 23.235 -0.0024 0.002 0.009
Si 2.0445 10.2328 23.2446 0.0002 -0.0045 0.0102
Si 5.8613 10.091 23.3022 -0.0019 -0.003 0.0061
Si 9.8455 10.0791 23.2206 -0.0029 0.0005 0.0086
Si 11.6988 2.3847 23.7323 0.0007 -0.0017 0.0007
Si 4.0039 2.4043 23.7276 0.0001 -0.0019 -0.0008
Si 7.788 2.4134 23.7553 -0.0025 -0.0017 0.0006
Si 2.0332 5.7097 23.6872 -0.0014 -0.0006 0.0008
Si 5.8359 5.8145 23.9786 0.0003 -0.001 0.0003
Si 9.7407 5.7255 23.8857 -0.0001 -0.0002 0.0006
Si 11.7593 9.0182 24.0145 -0.0008 0.0023 0.001
Si 3.9105 9.1325 24.1996 -0.0001 0.0021 0.0019
Si 7.8523 9.0802 24.0315 0.0025 0.0009 0.0016
Si 1.9191 12.5051 23.781 -0.0004 0.002 0.0005
Si 5.7761 12.3708 23.9154 -0.0006 0.0028 0.0009
Si 9.6808 12.3925 23.7577 0.0003 0.0011 0.0015
Si 11.6456 2.2963 26.1445 -0.0019 0.0027 0.0023
Si 3.9213 2.309 26.1349 0.0013 0.0026 0.0037
Si 7.7527 2.3184 26.1633 0.0029 0.0026 0.0023
Si 1.9802 5.63 26.1304 -0.0003 -0.0024 0.0014
Si 5.8223 5.6781 26.3189 -0.0005 -0.0025 0.001
Si 9.7042 5.6332 26.2522 0.0013 -0.0012 0.0024
Si 11.671 8.9575 26.3433 -0.0003 0.0002 0.0036
Si 3.8928 9.0097 26.4963 -0.0009 0.0004 0.0002
Si 7.7908 8.9925 26.3623 -0.0001 0.0007 0.0022
Si 1.9355 12.3761 26.1808 -0.0001 0.0023 0.0034
Si 5.7959 12.3267 26.2742 0.0001 0.001 0.0042
Si 9.6837 12.3413 26.1573 0.0013 0.0013 0.0015
Si 1.9781 1.1931 26.9698 0.0017 -0.0058 -0.0016
Si 5.8245 1.1817 26.9966 -0.0042 -0.0022 -0.0018
Si 9.6897 1.1785 26.9548 0 -0.0029 0.0002
Si 11.6509 4.5097 26.985 0.0003 -0.0014 -0.0013
Si 3.888 4.5089 26.9971 0.0007 -0.0029 0.0014
Si 7.7532 4.5184 27.0395 -0.0022 -0.0013 -0.0015
Si 1.9683 7.8054 27.1096 -0.0016 0.0009 -0.0022
Si 5.8531 7.8838 27.1584 0.001 0.0013 -0.0029
Si 9.7171 7.8432 27.0824 0.0015 0.0017 -0.0007
Si 11.6164 11.2307 26.9893 -0.0008 0.001 0.0022
Si 3.8493 11.273 27.0983 -0.0018 0.0029 -0.001
Si 7.7631 11.241 27.0365 0.0012 0.0001 0.001
Si 1.9493 1.1241 29.3585 0.0001 0.0096 -0.0013
Si 5.7983 1.1272 29.3906 0.0031 0.0042 -0.0014
Si 9.647 1.1264 29.3597 0.0041 0.0014 -0.0059
Si 0.009 4.4521 29.3777 0.0027 0.0008 -0.0025
Si 3.8704 4.4464 29.3677 -0.0021 0.0045 -0.004
Si 7.7163 4.4627 29.4116 0.0042 -0.0004 -0.0022
Si 1.9412 7.7656 29.4625 0.0013 0.0007 0.0038
Si 5.8305 7.8271 29.5051 0.0005 0.0018 0.0061
Si 9.682 7.7897 29.4291 0.0026 0.0034 0.0028
Si -0.0064 11.1647 29.3556 -0.0006 0.0003 -0.0021
Si 3.8675 11.1974 29.4515 -0.001 0.004 0.0037
Si 7.7545 11.1802 29.3923 -0.0009 0.0034 0.0009
Si -0.0032 -0.0024 0.306 0 -0.0088 -0.0081
Si 3.8641 0.0128 0.4235 -0.0021 -0.0111 -0.0028
Si 7.7143 -0.009 0.3836 -0.0028 -0.0072 0.003
Si 1.9447 3.3323 0.3557 0.0043 -0.0037 -0.0003
Si 5.7811 3.335 0.4192 -0.0027 -0.0013 0.0044
Si 9.6518 3.3491 0.3627 -0.0065 0.0014 0.0026
Si -0.0072 6.6643 0.4127 -0.0029 0.0028 0.0019
Si 3.8913 6.657 0.391 -0.0013 -0.0066 0.0006
Si 7.7564 6.678 0.4363 0.0005 0.0015 0.003
Si 1.9242 10.0444 0.3453 -0.0013 0.0019 -0.0026
Si 5.8236 10.0889 0.4106 0.0051 -0.0002 0.0037
Si 9.6774 10.031 0.3614 -0.0004 -0.0033 0.0012
Si 11.4841 -0.0152 2.6659 0.0029 0.0002 0.0146
Si 3.8943 -0.0308 2.8148 -0.007 0.0079 0.0082
Si 7.6537 -0.0878 2.7628 -0.0039 -0.0015 0.0032
Si 1.9307 3.2703 2.7131 -0.0016 0.0027 0.0011
Si 5.7478 3.2659 2.8177 -0.0043 -0.0001 0.0036
Si 9.5929 3.3024 2.7372 0.0012 -0.0008 0.0022
Si 11.5692 6.6163 2.7681 -0.0042 0.0003 0.0036
Si 3.8666 6.5991 2.7355 0.0009 0.0051 -0.0005
Si 7.7396 6.6261 2.7983 0.0017 0.0022 0.003
Si 1.9181 9.924 2.7025 -0.0045 -0.0071 0.006
Si 5.8329 10.0433 2.7808 0.0032 -0.0021 0.0016
Si 9.6749 9.9682 2.7245 -0.0046 -0.0021 0.0021
Si 11.5564 2.2119 3.4333 0.0014 -0.0005 0.0003
Si 3.7982 2.1456 3.6865 0.004 -0.0046 -0.0123
Si 7.6797 2.1109 3.5641 -0.0011 -0.0001 -0.0026
Si 1.906 5.4905 3.4814 0.0017 -0.0034 -0.0013
Si 5.8001 5.5175 3.5906 0.0003 -0.0014 -0.0047
Si 9.6531 5.5044 3.6369 -0.0003 0.0002 -0.0037
Si 11.5928 8.8553 3.5689 0.0049 0.0083 -0.0052
Si 3.9099 8.8572 3.4266 0.0021 -0.0045 0.004
Si 7.7471 8.8679 3.561 -0.0016 0.0059 -0.0013
As 1.8448 12.2175 3.5369 -0.0084 0.0073 0.0057
Si 5.761 12.2055 3.7788 0.0125 -0.0049 -0.0045
Si 9.6017 12.1831 3.5054 -0.0015 -0.0065 -0.0032
Si 11.4677 2.1589 5.7526 -0.0043 -0.0118 -0.0042
Si 3.7308 2.033 6.1029 -0.0004 -0.0102 0.0047
Si 7.6043 1.965 5.9336 -0.0038 -0.0037 -0.0001
Si 1.8782 5.3943 5.812 0.0003 -0.0037 -0.0009
Si 5.8059 5.457 5.9612 -0.002 -0.0068 -0.0019
Si 9.6224 5.4328 6.0345 0.0004 0.0002 0.0005
Si 11.6389 8.7798 5.945 0.0056 -0.0097 0
Si 3.9174 8.7667 5.7446 -0.0121 0.0115 -0.0079
Si 7.7775 8.8061 5.9316 -0.0001 -0.0004 -0.0038
Si 1.7823 12.1506 5.9724 0.0005 0.0179 -0.0117
Si 5.7255 12.1175 6.2812 -0.0167 0.0131 -0.0005
Si 9.5831 12.1072 5.8618 0.005 0.0118 -0.0011
Si 1.627 0.9951 6.7382 0.0066 0.0013 -0.0259
Si 5.6694 0.9863 7.0373 0.0083 -0.0017 -0.0242
Si 9.6304 0.9326 6.5983 0.0041 0.0044 -0.0136
Si 11.5755 4.3109 6.7345 0.002 0.0099 -0.0187
Si 3.8254 4.3253 6.5873 -0.0007 0.0121 -0.0154
Si 7.6944 4.1709 6.6481 0.0037 0.0052 -0.0109
Si 2.0304 7.6137 6.5216 -0.0042 0.0042 -0.0163
Si 5.836 7.7264 6.7108 0.0067 0.0061 -0.015
Si 9.7144 7.6944 6.7489 -0.0034 0.0008 -0.0144
Si 11.4331 10.9712 6.7905 -0.0121 -0.0041 -0.0307
Si 3.6704 10.9133 6.6502 0.0392 -0.0237 -0.0415
Si 7.7618 10.9671 6.8763 0.0038 -0.0166 -0.0114
O 9.8999 7.8953 8.4033 -0.0016 0.0003 0.02
O 9.904 0.8259 8.2423 0.0057 -0.0046 0.0141
O 1.0284 0.9076 8.3128 -0.0103 -0.0072 0.0259
O 3.03 10.5784 8.1434 -0.031 0.0036 0.0422
O 5.813 7.9085 8.3662 0.0031 0.0035 0.0238
O 5.607 1.1892 8.7117 0.0003 -0.0023 0.0258
O 3.7615 4.3333 8.2282 0.0022 0.0013 0.0215
O 7.6512 3.7252 8.2671 -0.002 0.0012 0.0163
O 0.0598 4.2628 8.3989 0.0016 -0.0052 0.0234
O 11.139 10.9522 8.4325 0.005 0.0016 0.0165
O 8.1262 10.7691 8.5065 0.0023 0.0031 0.0223
O 2.3776 7.4793 8.1191 0.0048 0 0.0243
O 11.4269 0.2066 21.2145 -0.0053 0.0045 -0.0194
O 9.7599 3.6427 21.3531 0.004 0 -0.0158
O 4.1358 7.553 21.5992 0.0032 0.0059 -0.0105
O 6.0094 4.1826 21.378 -0.0038 0.0025 -0.0178
O 5.75 9.7493 21.6707 -0.0021 -0.0049 -0.0119
O 2.145 3.3831 21.1935 0.0055 -0.0042 -0.0193
O 7.3504 13.4444 21.4927 0.0018 -0.0027 -0.0149
O 4.0237 0.1539 21.3521 -0.0037 -0.0002 -0.0195
O 7.7428 6.971 21.589 -0.0011 0.0031 -0.0187
O 2.1395 10.1644 21.5989 0.0032 0.0029 -0.0179
O 11.5401 6.97 21.395 0.0013 -0.0021 -0.0176
O 10.1594 9.6421 21.6343 -0.0021 -0.0002 -0.0153
Si 11.5807 6.4551 11.3009 -0.0022 -0.001 0.0019
Si 1.5733 10.3682 16.2472 -0.0015 -0.0008 -0.0018
Si 0.2336 3.6896 9.9228 -0.0037 -0.0019 -0.0052
Si 8.084 12.8557 20.1679 0.0005 0.0024 0.006
Si 2.8288 10.4676 9.7534 -0.0006 -0.0063 0.0048
Si 2.5758 10.3921 20.0512 0.0019 -0.0014 0.0057
Si 10.3508 3.7038 19.8299 -0.0014 -0.0012 0.0027
Si 0.256 12.8031 17.0868 -0.0012 0.003 0.0041
Si 10.8154 0.6996 19.7653 0.0025 0.0002 0.0059
Si 3.1643 7.7554 16.2327 -0.0015 -0.0041 -0.0009
Si 0.3295 6.4875 19.8894 -0.0051 0.0014 0.0043
Si 9.3915 2.5259 14.2924 -0.0017 0.0003 -0.0016
Si 2.9127 2.5441 11.0487 -0.0006 0.0042 0.0011
Si 5.137 11.9831 15.3429 -0.0005 0.001 0.0026
Si 4.9411 8.6798 20.7151 -0.0001 0.0006 0.0067
Si 3.6043 -0.3926 11.2829 0.007 0.0018 0.0059
Si 5.5934 8.8874 14.8007 -0.0006 -0.0025 -0.0004
Si -0.1766 11.3124 10.0138 0.0081 0.0101 0.0068
Si 9.4522 10.0162 20.2127 0.0015 -0.0023 0.0052
Si 3.4598 0.0485 19.8205 -0.0002 -0.002 0.0064
Si 7.4661 4.704 9.5535 -0.0001 -0.0007 -0.0125
Si 2.3698 12.3588 14.1571 0.0028 0.001 -0.0011
Si 6.1883 0.5911 10.1502 -0.005 0.0019 -0.0086
Si 2.7986 2.9022 19.7526 -0.004 -0.0001 0.0041
Si 5.7171 4.4469 13.6565 0.0006 -0.0014 0.0036
Si 7.4789 0.214 15.5941 0.0003 0.0025 0.0008
Si 9.6138 11.3464 15.2052 0.0019 -0.001 -0.0035
Si 1.993 6.5702 13.5521 -0.0035 0.0009 0.0026
Si 2.8447 3.5321 14.0197 0.0004 -0.0019 -0.0015
Si 11.7029 9.1724 18.4075 -0.0014 0.0002 -0.0004
Si 11.2287 0.8734 9.2082 -0.0032 0.0024 -0.0087
Si 9.1227 7.3219 9.7228 0.0014 0.0008 -0.009
Si 8.6775 8.5606 14.5811 0.0007 -0.0001 0.0004
Si 4.7803 7.1605 12.3575 0.0009 0.0006 -0.0042
Si 2.9743 5.6308 18.7474 0.0015 -0.0024 -0.0022
Si 2.5367 7.4039 9.7223 0.0025 0.0037 -0.0066
Si 6.2608 8.4309 9.8505 0 -0.0011 -0.0075
Si 4.3302 4.7631 9.6746 -0.0017 -0.0004 -0.0056
Si 9.3464 10.4992 12.2865 -0.002 0.0041 -0.0014
Si 5.9487 13.0268 17.9547 -0.0018 0.0001 0.0021
Si 7.9798 4.935 18.3568 -0.0007 0.0024 -0.0041
Si 8.3098 5.4135 15.197 -0.0026 -0.0015 0.0066
Si 7.3233 11.0793 9.9212 -0.0038 -0.001 -0.0081
Si 5.3889 4.2065 19.8592 0.0041 -0.0031 0.0041
Si 0.7888 1.4962 15.0396 0.0012 0.0002 0.003
Si 7.5545 7.5293 20.0791 -0.0019 0.0005 0.0038
Si 7.646 2.7891 11.872 -0.0005 0.0009 -0.0015
O 3.4498 6.0829 10.106 0.0014 0.0006 -0.0031
O 1.9471 2.6664 15.0828 -0.002 -0.0017 0.0018
O -0.3618 12.9438 10.1725 -0.0015 -0.0092 0.0023
O 8.3568 8.905 19.821 0.0001 0.0003 0.0039
O 2.4232 1.3128 19.5116 -0.0007 0.0004 0.0035
O 8.1468 5.3121 16.7987 0.0009 0.0014 -0.0047
O 2.7367 11.9828 19.7051 0.0007 0.0024 0.0036
O 7.1645 8.7708 15.1465 -0.0004 0.0014 -0.0002
O 1.2913 0.1937 14.1717 -0.0006 0.0006 -0.0025
O 4.4121 3.8203 14.4531 0.0001 0.0007 -0.0007
O 4.2501 3.4151 10.6241 -0.002 -0.0076 -0.002
O 10.9588 2.0851 14.4848 0.0003 -0.0002 -0.0015
O 11.3842 4.8468 10.987 0 0.0076 -0.0005
O 10.853 12.0216 16.0351 -0.0023 -0.0015 -0.0003
O 8.9407 6.9121 14.7654 0.0001 0.0005 -0.0017
O 1.7878 3.359 10.2199 0.0065 -0.0021 -0.0028
O 8.4625 5.9317 9.2147 0.0002 0.0013 0.0004
O 11.1463 2.2958 19.523 0.0005 0 0.0036
O 5.403 7.6103 10.9304 -0.0078 -0.007 0.0059
O 11.416 7.5951 18.7818 -0.0003 0.0039 0.0006
O 7.8685 8.2646 10.1501 0.0002 0.0023 -0.0041
O 10.1328 7.155 10.9895 0.0053 -0.0014 0.0004
O 9.2219 4.1153 14.7226 0.0009 0.0006 -0.0018
O 8.8325 11.4719 20.5298 -0.0012 0.0013 0.0024
O 10.5634 10.5161 11.1654 -0.0082 -0.0059 0.002
O 8.3663 12.2408 15.7649 -0.0003 -0.0003 0.0016
O 4.442 2.8803 19.8066 -0.0004 0.0005 0.0039
O 4.6579 0.2209 18.7329 0.0078 -0.0007 -0.0019
O 10.4775 10.0941 18.958 0.0057 -0.0012 -0.001
O 6.7961 0.6924 17.0209 0.0012 0.0013 0.0002
O 0.5188 6.7531 12.8295 0.0054 0.0008 0.003
O 1.0472 7.1475 10.2965 -0.007 -0.0031 -0.001
O 3.1448 7.1935 12.5552 -0.0017 -0.001 -0.0024
O 3.9562 9.5621 19.7687 -0.0032 0.0026 0.0014
O 6.7941 5.2067 14.6112 0.0016 0.0014 -0.0024
O 0.5806 0.9165 16.5497 0.0006 0.0012 0.0003
O 1.555 11.7863 17.1054 -0.0004 -0.0013 0.0033
O 5.4126 8.2885 13.3147 0.0011 0.0038 0.002
O 2.9637 12.364 12.6342 -0.0051 -0.0017 0.0053
O 6.4301 3.1928 12.8896 -0.0041 0.0035 -0.0002
O 2.7993 9.3252 16.5853 0.0001 0.0008 0.0021
O 5.9964 7.8879 19.7627 0.003 -0.0025 0.0027
O 1.9508 6.3919 19.7625 0.0038 -0.0018 0.0032
O 1.4473 9.6864 19.1466 -0.0066 -0.0039 -0.0003
O 9.4919 9.7149 15.4655 -0.0007 0.0002 0.002
O 3.1059 8.8973 10.1791 0.0039 -0.0033 -0.0025
O 8.9713 9.0443 13.0098 -0.0009 -0.0032 0.0005
O 2.1549 7.3109 15.0021 0.0011 0.0018 0.0018
O 9.1348 3.867 18.7695 -0.0041 0.0015 0.0016
O 4.7365 7.9058 15.799 0 0.0012 0.0016
O 7.2493 1.5957 10.8457 0.0042 0.0066 0.0017
O 8.1222 6.3605 19.1224 0.0015 -0.0089 0.0001
O 5.9084 5.1664 9.6181 -0.0018 0.0001 -0.0025
O 6.9892 -0.9367 19.0549 -0.0066 0.0005 -0.0028
O 11.064 2.2504 10.0902 -0.0007 0.0052 -0.0014
O 8.9815 2.391 12.7121 0.0043 -0.0004 0.0014
O 9.7042 11.5118 13.548 0.0003 0.0018 0.0029
O 6.5665 4.2064 18.7389 0.0041 0.0009 0.0011
O 6.0382 10.0519 9.9551 -0.0003 0.0014 -0.0045
O 1.3414 10.8287 10.2809 -0.0038 0.002 0.0008
O 5.1673 10.4659 14.7401 0.0008 -0.0004 -0.0025
O 1.6923 10.9117 14.6646 -0.0006 -0.0013 -0.0019
O 11.3634 13.0758 18.6136 0.0036 -0.0057 -0.0053
O 5.4403 11.8423 16.9483 -0.0002 -0.0022 -0.0007
O 8.0849 10.9948 11.3632 0.0079 -0.0022 0.0046
O 11.3066 5.0081 19.6222 0.0005 -0.0001 0.0039
O 8.3737 1.4821 15.0773 -0.0013 -0.0023 0.0012
O 2.4324 4.0495 18.5999 -0.001 0.0033 0.0014
O 3.7426 11.7016 10.3067 0.005 0.013 0.0002
O 9.1816 0.574 19.7138 0.0005 0.0014 0.0038
O 2.7822 2.6438 12.6576 -0.0007 0.0034 0.0082
O 3.6544 12.6311 15.1281 0.0019 0.0006 -0.0008
O 7.99 4.0862 10.9487 0.0013 -0.0071 0.0064
O 5.1147 0.2409 11.3379 -0.0058 -0.003 -0.0005
O 4.4279 5.4943 19.494 -0.0043 0.0012 0.004
O 6.2129 13.0554 14.6728 0.0001 -0.0004 -0.0028
O 3.059 6.5749 17.3894 0.0008 0.005 -0.003
O 2.7842 0.9332 10.7147 0.0009 -0.0029 -0.0066
O 0.294 9.455 16.7952 0.0022 0.0018 -0.0036
O 5.2224 5.6086 12.6152 0.0017 -0.0028 -0.002
O 2.143 4.971 13.7748 0.0011 -0.0012 -0.0026
O 6.8944 12.6138 9.6954 -0.0001 0.0011 -0.0029

Results
free energy: -170670.612 eV
free energy less fixed offsets of As -4856.12, O -568.88, Si -635.61 eV per atom: -1.952 eV

The program warned: the cutoff lies below the one the program advises for these potential files; the forces do not sum to zero within the program's tolerance; the exchange-correlation potential is rough where the density is thin.
